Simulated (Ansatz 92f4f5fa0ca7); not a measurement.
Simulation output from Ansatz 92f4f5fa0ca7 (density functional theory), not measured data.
Periodic cell of 294 atoms, Si196O98, from a study of silicon, its oxide and their interface. The atomic structure is a simulated model.
Doubt: the cutoff is far below the 930 eV that the study's wrapper takes by default for these files, so forces and energies are approximate.
This geometry differs little from another in the collection (a relaxation step or a small displacement).

Settings
functional: PBE
potential files: Ansatz PAW
basis: plane waves
wave-function cutoff: 580 eV
density cutoff ratio: 5
exchange-correlation grid ratio: 1
k mesh: 1 x 1 x 1, Gamma-centred
self-consistency stop: 5e-08 eV per atom in the density residual
occupations: fixed
spin: none
net charge: 0

Cell vectors (angstrom)
a  11.6015  0  0
b  0  10.938  0
c  0  0  41.1639

Atoms: element, x, y, z (angstrom)
Si  0  0  0.9665
Si  3.8672  0  0.9665
Si  7.7343  0  0.9665
Si  1.9336  1.3673  0.9665
Si  5.8008  1.3673  0.9665
Si  9.6679  1.3673  0.9665
Si  0  5.469  0.9665
Si  3.8672  5.469  0.9665
Si  7.7343  5.469  0.9665
Si  1.9336  6.8362  0.9665
Si  5.8008  6.8362  0.9665
Si  9.6679  6.8362  0.9665
Si  1.9336  2.7345  40.1968
Si  5.8008  2.7345  40.1968
Si  9.6679  2.7345  40.1968
Si  0  4.1018  40.1968
Si  3.8672  4.1018  40.1968
Si  7.7343  4.1018  40.1968
Si  1.9336  8.2035  40.1968
Si  5.8008  8.2035  40.1968
Si  9.6679  8.2035  40.1968
Si  0  9.5708  40.1968
Si  3.8672  9.5708  40.1968
Si  7.7343  9.5708  40.1968
Si  0  0  4.8337
Si  3.8672  0  4.8337
Si  7.7343  0  4.8337
Si  1.9336  1.3673  4.8337
Si  5.8008  1.3673  4.8337
Si  9.6679  1.3673  4.8337
Si  0  5.469  4.8337
Si  3.8672  5.469  4.8337
Si  7.7343  5.469  4.8337
Si  1.9336  6.8362  4.8337
Si  5.8008  6.8362  4.8337
Si  9.6679  6.8362  4.8337
Si  1.9336  2.7345  2.9001
Si  5.8008  2.7345  2.9001
Si  9.6679  2.7345  2.9001
Si  0  4.1018  2.9001
Si  3.8672  4.1018  2.9001
Si  7.7343  4.1018  2.9001
Si  1.9336  8.2035  2.9001
Si  5.8008  8.2035  2.9001
Si  9.6679  8.2035  2.9001
Si  0  9.5708  2.9001
Si  3.8672  9.5708  2.9001
Si  7.7343  9.5708  2.9001
Si  0.0499  0.0852  30.5048
Si  1.9187  1.5259  30.5268
Si  7.754  -0.0093  30.3126
Si  3.9765  0.5286  30.188
Si  6.0044  1.6226  30.4854
Si  9.6695  1.4117  30.4529
Si  0.494  5.5827  30.3661
Si  4.0333  5.3781  30.7753
Si  7.3333  6.1135  29.0112
Si  2.3536  7.0485  30.5855
Si  6.2997  6.0479  31.1006
Si  10.0906  6.6358  29.8185
Si  1.8171  2.7757  32.5172
Si  5.7867  2.7463  32.5749
Si  9.5396  2.9557  32.2935
Si  -0.0281  4.2401  32.3446
Si  3.7963  4.0257  32.6455
Si  7.5108  4.3431  32.4527
Si  2.0201  8.2739  32.5415
Si  5.9985  7.9884  32.5148
Si  9.6925  8.2775  32.5124
Si  0.0612  9.6123  32.4272
Si  4.0727  9.3759  32.5319
Si  7.7573  9.6078  32.3583
Si  -0.0398  0.0506  34.3526
Si  3.9319  -0.0291  34.3645
Si  7.7671  0.0367  34.3256
Si  1.94  1.3171  34.3715
Si  5.8311  1.3547  34.446
Si  9.6439  1.4982  34.2637
Si  0  5.5083  34.3593
Si  3.9028  5.4847  34.4805
Si  7.7777  5.4845  34.4887
Si  1.9572  6.8285  34.4125
Si  5.8634  6.8182  34.5355
Si  9.687  6.8901  34.4373
Si  1.9452  2.7136  36.3062
Si  5.8247  2.7437  36.3508
Si  9.6921  2.722  36.3066
Si  0.0157  4.1047  36.2919
Si  3.8762  4.0832  36.3625
Si  7.7714  4.0792  36.3631
Si  1.9146  8.2235  36.3248
Si  5.8076  8.2527  36.3757
Si  9.6686  8.2335  36.3607
Si  -0.0206  9.6078  36.3068
Si  3.8557  9.5778  36.3279
Si  7.7514  9.6086  36.2979
Si  0  0  38.2632
Si  3.8672  0  38.2632
Si  7.7343  0  38.2632
Si  1.9336  1.3673  38.2632
Si  5.8008  1.3673  38.2632
Si  9.6679  1.3673  38.2632
Si  0  5.469  38.2632
Si  3.8672  5.469  38.2632
Si  7.7343  5.469  38.2632
Si  1.9336  6.8362  38.2632
Si  5.8008  6.8362  38.2632
Si  9.6679  6.8362  38.2632
Si  1.9515  2.7024  6.7805
Si  5.8115  2.6971  6.7825
Si  9.6622  2.7155  6.7401
Si  0.014  4.0493  6.716
Si  3.8737  4.0826  6.7839
Si  7.7313  4.0562  6.7189
Si  1.9115  8.1909  6.7995
Si  5.7619  8.2139  6.7775
Si  9.6314  8.2496  6.73
Si  -0.0067  9.5804  6.7871
Si  3.8249  9.5905  6.787
Si  7.69  9.5756  6.774
Si  -0.0122  0.0318  8.7266
Si  3.869  0.0225  8.7338
Si  7.7535  -0.1116  8.7903
Si  1.9002  1.4511  8.7983
Si  5.8224  1.3174  8.7244
Si  9.6246  1.3062  8.6316
Si  -0.0794  5.4839  8.5554
Si  3.8531  5.4712  8.7094
Si  7.7027  5.4128  8.621
Si  1.8911  6.7989  8.7419
Si  5.8097  6.7789  8.6646
Si  9.6111  6.8033  8.5688
Si  1.7073  3.1105  10.5784
Si  5.6501  2.6784  10.6423
Si  9.4996  2.6895  10.4891
Si  -0.3478  4.2927  10.5332
Si  3.8188  4.2113  10.7021
Si  7.5919  4.0635  10.5521
Si  1.9969  8.2964  10.5879
Si  5.9856  7.9824  10.6835
Si  9.8657  7.888  10.6271
Si  -0.0065  9.4933  10.5768
Si  4.0976  9.4138  10.5185
Si  7.9085  9.3249  10.7226
Si  -0.3355  0.5434  13.0747
Si  3.6097  -0.4759  12.5199
Si  7.6799  -0.2198  12.6157
Si  1.5361  1.7787  12.4459
Si  5.9289  1.3481  12.6277
Si  9.2561  1.5424  12.5465
Si  0.1982  6.0794  13.9898
Si  4.2999  5.4597  12.7253
Si  8.1128  5.2146  12.579
Si  2.2431  7.9477  12.9015
Si  6.2753  6.7666  12.7824
Si  10.366  5.9263  12.0675
O  3.3268  6.7491  12.9646
O  8.4523  3.1078  15.3165
O  -0.1607  10.8743  14.6069
O  2.4396  11.4328  11.9365
O  0.9915  7.5194  13.8779
O  8.5051  8.9711  18.5983
O  10.7215  6.1179  15.2136
O  7.6166  9.9845  14.1417
O  2.9294  9.3292  13.5202
O  -0.2821  -0.7705  12.0771
O  3.9604  4.4708  14.0001
O  16.2505  0.5262  13.3137
O  1.0202  4.7698  29.0115
O  -3.7732  10.139  28.8084
O  8.9168  5.6483  29.2132
O  2.6381  7.9517  29.1944
O  11.7159  10.1484  29.0855
O  -25.2888  18.1369  31.2519
O  6.5146  5.0864  28.0242
O  9.7739  2.3422  29.0763
O  15.3673  11.1814  28.5851
O  6.3236  2.8107  29.3626
O  3.7033  4.4046  29.4462
O  -1.3174  7.9119  28.8175
Si  6.484  3.4595  27.8821
Si  3.2186  9.9061  19.521
Si  11.7747  1.6644  24.257
Si  2.4041  8.0784  27.5683
Si  6.3648  3.241  20.358
Si  2.8608  1.9481  16.8664
Si  6.594  6.391  20.0501
Si  5.3556  10.34  22.9001
Si  3.9771  5.4025  23.3004
Si  7.9968  3.1234  13.7566
Si  5.209  10.8052  17.2534
Si  11.3369  4.2094  25.7129
Si  6.4882  3.4389  23.4731
Si  -1.1504  5.7933  16.7783
Si  8.0875  7.72  17.6721
Si  11.8928  10.5364  18.8
Si  9.221  9.7403  19.8274
Si  7.8615  1.2168  18.6047
Si  0.1495  11.6353  16.0144
Si  7.1022  9.0554  27.7868
Si  2.3574  3.8965  28.6564
Si  9.5764  14.5751  23.4764
Si  2.5566  3.8553  14.5602
Si  10.0926  -0.0547  25.836
Si  4.3796  10.3046  27.3756
Si  7.7634  9.4576  24.6271
Si  9.4578  2.623  27.5104
Si  6.681  9.0071  15.0893
Si  9.5509  2.8158  16.4731
Si  4.9352  12.8478  25.7003
Si  3.0859  12.1643  23.6223
Si  4.3916  12.2962  21.0795
Si  4.3798  7.8649  21.5035
Si  11.968  5.2135  19.0422
Si  10.6511  5.5729  21.6402
Si  8.6282  7.7719  22.1383
Si  1.8115  4.5841  21.2842
Si  1.1789  2.456  19.3918
Si  2.3926  5.3661  26.1113
Si  11.1807  9.0163  28.0429
O  10.3155  4.6468  24.5269
O  3.1863  5.2228  24.7042
O  5.9255  2.2386  24.4366
O  5.5636  9.8937  15.9232
O  7.0138  6.8551  18.5432
O  3.1776  9.3357  26.8561
O  2.6674  4.0665  27.0691
O  0.7687  5.4448  25.9196
O  4.9231  13.4509  20.067
O  1.4772  12.1663  23.3768
O  4.3997  9.8817  18.3695
O  7.4676  9.072  26.1927
O  3.7219  13.0042  22.3822
O  9.0448  10.4542  24.6724
O  8.0803  8.1708  23.6396
O  6.6823  2.9933  21.9296
O  12.42  8.2839  27.298
O  8.908  1.7233  17.4735
O  5.2782  2.9797  26.8853
O  10.8421  9.6452  19.6579
O  1.7428  11.916  16.1785
O  10.9457  2.1317  15.9543
O  0.2072  3.6043  18.7609
O  3.8698  10.6975  23.5559
O  11.4841  11.2274  25.0789
O  11.9634  1.0655  19.5132
O  13.3858  5.4363  19.8575
O  5.4901  4.7656  23.5041
O  11.3191  10.6803  17.2674
O  5.5096  9.2987  27.9486
O  3.1978  4.6439  22.0882
O  1.2929  4.8868  14.3432
O  2.4708  2.2626  18.4152
O  6.3867  4.7973  19.9985
O  10.2545  9.6673  26.8893
O  6.4446  2.5075  13.7174
O  3.4241  1.962  25.0537
O  5.0702  11.3246  26.3002
O  1.7603  9.8299  18.7972
O  3.9071  6.9599  22.7895
O  5.1238  6.9807  20.3785
O  -0.86  5.7299  20.0114
O  8.6585  11.2562  19.705
O  7.908  3.0209  27.249
O  6.5131  10.3118  24.0288
O  3.2645  8.6986  20.637
O  5.6304  11.3808  21.6622
O  0.2563  5.9741  17.6143
O  9.8575  4.3027  17.0473
O  8.8528  -1.7867  21.2979
O  4.2887  12.0928  16.8153
O  10.408  2.1958  23.4709
O  12.1713  5.2005  22.1827
O  1.5865  3.008  20.876
O  7.5306  8.2249  16.2355
O  5.4201  8.8842  22.2043
O  10.0391  -3.997  22.2915
O  7.6232  6.8156  21.2552
O  3.3201  11.3215  20.3381
O  6.5964  0.4258  17.9295
O  8.0268  3.6421  23.9831
O  12.1949  2.8913  25.2485
O  9.6721  4.3045  21.9881
O  7.4483  2.5607  19.3912
O  2.8569  3.3977  16.0977
O  9.637  1.2827  26.6208
O  10.4666  3.8164  27.0367
O  14.5165  6.7205  26.8397
O  13.8114  2.492  13.7544
O  7.3979  7.5595  28.2976
O  15.8353  -11.7967  31.0348
O  13.5603  2.3809  29.0783
O  6.0945  7.8488  14.0628
O  9.3964  6.8446  17.3602

Results
free energy: -180329.526 eV
free energy less fixed offsets of O -568.88, Si -635.61 eV per atom: 0.274 eV

Forces (eV/angstrom), in the order of the atoms: element, x, y, z
Si  0.0097  0.0523  -0.0079
Si  -0.0054  0.0407  -0.002
Si  0.0027  0.0704  -0.005
Si  0.0034  -0.0437  0.0072
Si  -0.0068  -0.0241  0.0088
Si  -0.0028  -0.0358  -0.0119
Si  -0.0052  0.0349  -0.0152
Si  -0.001  0.0297  0.011
Si  -0.003  0.0088  -0.0034
Si  0.0036  -0.0618  0.0055
Si  0.0042  -0.025  0.0185
Si  -0.0006  -0.0136  -0.0049
Si  -0.0031  0.0583  -0.0272
Si  0.0012  0.0173  -0.0045
Si  0.0044  0.0706  -0.0392
Si  0.0006  -0.0443  -0.0002
Si  -0.0045  0.0173  0.0571
Si  0.002  0.0045  0.0248
Si  0.0021  0.0439  0.0221
Si  -0.008  -0.0203  0.0378
Si  0.0176  0.0004  0.0197
Si  0.0006  -0.0715  -0.0277
Si  0.0071  -0.0486  -0.0132
Si  0.0096  -0.0951  -0.0346
Si  0.0217  0.0276  0.0591
Si  -0.0639  -0.0051  -0.0153
Si  -0.0862  0.1381  0.0632
Si  0.0601  -0.1228  -0.0231
Si  -0.0153  -0.1023  -0.0365
Si  0.0094  -0.1816  -0.2103
Si  0.0182  -0.0237  -0.1431
Si  0.0594  -0.0749  0.1218
Si  -0.0145  0.0455  -0.0711
Si  -0.0294  -0.0279  0.1835
Si  -0.0771  0.0135  0.088
Si  -0.0073  0.0107  -0.0372
Si  -0.0053  0.0618  0.0221
Si  -0.02  0.0489  0.0325
Si  0.0011  0.0182  -0.0042
Si  -0.003  0.0116  -0.0482
Si  -0.0073  -0.0334  -0.0122
Si  -0.0125  0.0068  -0.0316
Si  0.0082  0.0617  -0.0112
Si  -0.0124  0.0275  -0.0114
Si  0.0078  -0.0112  -0.0367
Si  -0.0034  -0.0637  0.0358
Si  0.0088  -0.0497  0.0269
Si  -0.0065  -0.0861  0.0369
Si  -0.0108  -0.004  0.0077
Si  -0.0036  0.019  -0.0015
Si  0.0001  -0.0012  0.0029
Si  0.0113  -0.013  -0.039
Si  0.0017  0.0054  0.0032
Si  0.0099  0.0029  0.0085
Si  0.0225  -0.0084  0.0131
Si  -0.0043  0.0025  0.0136
Si  0.004  0.0007  -0.0095
Si  -0.0113  -0.0018  0.0199
Si  -0.0024  0.0068  -0.0067
Si  -0.0115  0.0253  -0.0187
Si  0.0072  0.0166  0.0043
Si  0.0004  0.0053  0.0088
Si  -0.0076  0.0068  -0.0045
Si  0.0089  -0.0098  -0.0051
Si  -0.0143  -0.0049  -0.0042
Si  0.0021  -0.0139  0.0069
Si  -0.0038  -0.0019  -0.0079
Si  0.0116  0.0023  -0.0027
Si  -0.0097  0.0189  0.0077
Si  0.0102  -0.0005  -0.0061
Si  -0.0011  -0.0137  0.0097
Si  -0.009  -0.0054  -0.0005
Si  0.0014  0.0001  0.0007
Si  0.0007  0.0046  -0.0018
Si  0.0108  0.0008  -0.0091
Si  -0.0063  -0.0006  -0.0091
Si  -0.0027  -0.0016  -0.0081
Si  -0.0032  -0.0112  0
Si  0.0033  0.0078  -0.0037
Si  -0.0028  0.0078  -0.0055
Si  -0.0025  0.0071  -0.0043
Si  0.0103  -0.0042  -0.0066
Si  0.0016  -0.0054  -0.0034
Si  0.0002  -0.0148  0.0085
Si  -0.0017  0.0036  0.0067
Si  -0.0007  0.0019  0.0037
Si  0.0003  0.0004  0.0028
Si  -0.0037  -0.0032  0.007
Si  0.0007  0.0032  -0.0009
Si  -0.0004  -0.0007  0.0045
Si  -0.0013  0.0042  0.002
Si  -0.0012  0.0058  0.0003
Si  -0.0009  0.0066  0.0018
Si  -0.0047  -0.0042  -0.0006
Si  -0.0025  -0.006  0.0017
Si  0.0011  -0.008  -0.0002
Si  0.0008  0.0988  0.0023
Si  -0.0469  0.1018  -0.0187
Si  0.0171  0.1477  -0.0988
Si  -0.0211  -0.0185  -0.0274
Si  0.0364  -0.0587  0.0988
Si  0.0755  -0.0688  -0.1029
Si  0.038  -0.0454  -0.1967
Si  -0.0095  0.0261  0.1046
Si  0.0451  0.0479  0.0949
Si  -0.0666  0.0479  -0.0611
Si  0.049  0.0313  0.1178
Si  -0.0188  -0.0076  0.0834
Si  0.0029  0.0072  -0.0016
Si  0.0031  0.0021  0.0012
Si  -0.0008  0.0034  -0.0014
Si  -0.0008  -0.0016  0.0004
Si  -0.0012  -0.0015  -0.0011
Si  0.0028  -0.0008  -0.0022
Si  -0.0007  0.0106  -0.0054
Si  0.001  0.0062  -0.0035
Si  0.0017  0.0024  0.0018
Si  -0.0004  -0.0064  -0.0054
Si  0.0016  -0.0034  -0.0029
Si  0.0002  -0.0061  -0.0003
Si  0.0007  -0.0073  0.0182
Si  0.0091  -0.002  0.0112
Si  0.0012  0.0055  0.0018
Si  0.003  -0.0047  -0.0031
Si  -0.0088  0.0002  0.0022
Si  -0.0046  -0.0046  -0.0029
Si  -0.0081  0.0064  -0.0068
Si  0.0002  0.0051  0.0003
Si  -0.0044  -0.0002  0.0079
Si  0.0053  -0.0085  0.0066
Si  0.0102  -0.0073  0.0062
Si  0.0048  -0.0002  -0.0043
Si  -0.0049  0  0.0046
Si  0.0075  0.0004  -0.0089
Si  -0.0058  -0.006  -0.0026
Si  0.0108  0.0005  0.0111
Si  0.0016  -0.0021  0.001
Si  -0.0141  0.0077  -0.0151
Si  -0.0075  -0.0066  0.0045
Si  -0.0044  0.0085  -0.0091
Si  0.0037  -0.003  0.0058
Si  -0.0072  0.0323  -0.0205
Si  0.0071  0.014  -0.0028
Si  -0.0018  -0.0008  -0.0069
Si  0.0001  -0.0032  -0.0183
Si  0.0123  -0.0037  -0.0129
Si  -0.0008  0.0006  -0.0052
Si  0.0022  -0.0018  0.0057
Si  -0.0163  -0.0091  -0.0074
Si  0.0016  0.0094  0.0001
Si  0.0017  0.0017  0.0076
Si  -0.0024  -0.0051  0.0139
Si  0.0158  -0.0135  0.0031
Si  0.0036  -0.0106  0.0084
Si  -0.015  -0.0031  -0.0002
Si  -0.0001  0.0024  0.0018
O  0.0087  -0.0006  0.0002
O  -0.0098  -0.0002  -0.0195
O  0.0045  -0.0047  0.0328
O  -0.0069  0.0115  0.0169
O  -0.0015  -0.0001  -0.0005
O  -0.014  -0.0427  -0.0116
O  -0.0012  -0.0061  0.0123
O  0.0016  -0.0002  0.0008
O  -0.0031  0.0012  0.0029
O  0.0043  0.0036  -0.0059
O  -0.0015  0.0098  -0.0091
O  0.0001  -0.0057  -0.0013
O  -0.0099  0.001  -0.0103
O  -0.004  -0.0104  -0.0049
O  -0.0042  -0.0008  0.0038
O  -0.0043  0.0057  -0.0191
O  -0.0045  -0.0187  -0.0161
O  0.0112  -0.0057  -0.0096
O  0.0001  0.0019  0.0036
O  -0.0036  0.0039  -0.006
O  -0.0034  0.0081  0.0302
O  0  0.0054  -0.0102
O  -0.0037  -0.0106  -0.0177
O  0.0072  0.0024  0.0167
Si  -0.0046  -0.0063  0.0009
Si  0.0007  -0.0032  0.0025
Si  0.0026  0.0028  -0.0062
Si  -0.003  0.0126  0.0103
Si  0.0087  0.0061  0.0013
Si  0.0012  0.0014  0.0028
Si  -0.0211  -0.0189  -0.0337
Si  -0.0014  -0.0027  -0.0023
Si  -0.006  0.003  -0.008
Si  0.0122  0.0122  0.0111
Si  -0.0003  -0.0066  0.0014
Si  -0.0051  0.0013  0.0003
Si  -0.0005  -0.0009  0.0029
Si  -0.0249  0.0176  0.0045
Si  0.034  -0.0309  0.0397
Si  -0.0045  -0.0029  0.0002
Si  -0.0019  -0.0159  -0.0057
Si  0.0024  0.0074  -0.0013
Si  -0.0005  -0.0017  0.0031
Si  -0.0002  -0.0022  0.0059
Si  0.0062  0.0141  0.0149
Si  -0.0035  0.0015  -0.002
Si  -0.0014  -0.0001  0.0048
Si  -0.0112  0.0032  -0.0003
Si  -0.0018  -0.0027  -0.0081
Si  -0.0052  -0.006  0.0034
Si  -0.0045  0.001  -0.0013
Si  -0.0045  -0.0016  0.01
Si  0.0019  0.0034  0.0156
Si  0.0026  -0.0013  -0.0002
Si  0.0044  0.0014  -0.002
Si  -0.0023  -0.0007  0.0029
Si  0.0189  -0.0073  -0.0093
Si  0.0031  0.0044  0.006
Si  0.0018  0.0035  -0.0019
Si  0.0007  -0.0052  -0.0006
Si  0.0045  0.0038  0.0042
Si  0.0034  -0.0027  0.0032
Si  0.0105  0.0006  -0.0077
Si  0.0107  -0.0115  0.0087
O  0.0022  0.0011  0.0008
O  0.0055  0.0059  -0.0101
O  0.0028  0.0003  -0.0006
O  0.0038  0.0005  0.0014
O  0.0372  0.0078  0.0202
O  -0.0084  -0.0051  -0.0039
O  0.0001  0.0037  -0.0025
O  0.0006  0.0012  0.0013
O  -0.0012  -0.0016  -0.0023
O  -0.0028  -0.0009  0.0015
O  -0.0017  0.0029  -0.0036
O  0.0013  0.0005  -0.0081
O  -0.0017  -0.0054  0.0016
O  0.0022  0.0014  0.0058
O  0.0008  0.0063  0.0036
O  -0.0018  -0.0025  -0.0024
O  -0.0047  0.0039  0.0132
O  -0.0049  -0.0007  0.0011
O  0.0023  -0.0003  0.0049
O  -0.0142  -0.0005  -0.0017
O  0.003  0.0035  -0.0017
O  0.0052  -0.0012  -0.0069
O  -0.0022  -0.0056  -0.0039
O  -0.0008  0.0016  0.0018
O  -0.0021  -0.0023  0.0027
O  0.0001  -0.0009  -0.0019
O  0.0007  -0.0038  -0.0034
O  -0.0022  -0.0052  0.001
O  0.0026  0.0034  -0.0021
O  0.0142  -0.0042  -0.0001
O  0.0011  0.0068  0.0192
O  0.0118  -0.0054  -0.0044
O  -0.0048  0  0.0026
O  -0.0043  0.0582  0.0098
O  -0.0009  0.0025  -0.0054
O  0.0017  0.0117  0.0137
O  -0.004  -0.0009  -0.0006
O  0.0026  0.0027  -0.0016
O  -0.0017  0.0012  -0.0047
O  0.0044  -0.0194  -0.0084
O  0.0406  0.0014  -0.0011
O  0.0014  -0.0009  -0.0012
O  0.0004  0.0018  -0.0033
O  0.0062  -0.0012  0.0034
O  0.0043  0.0016  0.0019
O  0.0007  0.0027  -0.0024
O  0.0015  0.0001  -0.0006
O  0.0067  -0.0031  0.0009
O  0.0036  0.0243  -0.0055
O  0.0052  0.0085  -0.0139
O  -0.0008  0.0008  -0.0009
O  0.0037  -0.0025  0.0033
O  -0.0021  -0.0018  -0.0016
O  -0.003  -0.0054  -0.0042
O  0.0053  -0.0045  0.0019
O  -0.0154  -0.0194  -0.006
O  0.0013  0.0003  -0.0012
O  -0.0029  0.0012  -0.0071
O  -0.0026  -0.0008  -0.0002
O  0.0035  0.0036  -0.0001
O  0.0018  0.0003  -0.0005
O  0.0008  0.0006  0.0018
O  -0.0006  0.0005  0.0007
O  -0.0027  0.002  0.0014
O  0.0001  -0.0045  -0.0041
O  0.0043  -0.0052  -0.0024
O  0.0013  -0.0012  -0.0038
O  -0.0041  -0.0132  -0.0053
O  -0.0013  0.0015  -0.0097
O  -0.0007  0.0092  0.0036
O  0.0004  0.0179  0.0064
O  -0.0008  -0.0191  0.0056
O  0.005  0.0031  0.0043
O  -0.0432  0.0378  0.0043

The program warned: the cutoff lies below the one the program advises for these potential files; the forces do not sum to zero within the program's tolerance; the exchange-correlation potential is rough where the density is thin.
